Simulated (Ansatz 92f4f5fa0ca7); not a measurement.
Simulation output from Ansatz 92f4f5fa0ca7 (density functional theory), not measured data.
Periodic cell of 237 atoms, Si134O103, from a study of silicon, its oxide and their interface. The atomic structure is a simulated model.

Settings
functional: PBE
potential files: Ansatz PAW
basis: plane waves
wave-function cutoff: 700 eV
density cutoff ratio: 5
exchange-correlation grid ratio: 2
k mesh: 2 x 2 x 1, shifted by 0.5 0.5 0.5 of a step
self-consistency stop: 5e-08 eV per atom in the density residual
occupations: Fermi-Dirac, 0.05 eV
spin: none
net charge: 0

Cell vectors (angstrom)
a 11.5983 0 0
b 0 15.4644 0
c -1.0893 2.2412 21.9633

Atoms and the computed forces on them: element, x, y, z (angstrom), force x, y, z (eV/angstrom)
Si -1.2305 2.8495 -0.7924 0.2506 -0.6924 -0.2721
Si -1.2727 5.2676 -0.7062 -0.3059 0.5265 -0.1081
Si 8.1096 9.5807 -0.9036 0.6729 -0.1404 0.4122
Si 6.648 13.8097 -0.9445 -0.3043 0.3512 0.3214
Si 2.5712 2.8455 -0.7204 -0.0855 -0.6599 -0.2361
Si 2.5685 5.2506 -0.6947 -0.1237 0.6582 -0.2022
Si 1.5492 9.8367 -2.2367 -0.0904 -0.441 -0.267
Si 0.1922 12.244 -2.5361 -0.1827 0.3117 -0.6351
Si 6.5514 1.4957 -0.9065 -0.1744 -0.3671 0.3602
Si 6.6163 5.6416 -0.973 0.0233 0.3551 -0.244
Si 4.561 10.0921 -1.9588 -0.3509 -0.3083 -0.6118
Si 6.9359 12.0427 -2.4767 0.2958 -0.3383 -0.4853
Si 0.6452 2.2548 0.5649 -0.0694 0.0553 -0.1102
Si 0.654 5.915 0.5466 0.0496 -0.0759 0.0411
Si 0.2792 9.8242 0.7036 -0.0014 -0.0805 -0.356
Si -1.3375 13.9429 -0.8695 -0.2879 -0.1779 -0.2561
Si 4.5564 1.9758 0.3637 -0.0122 -0.0139 0.0719
Si 4.5921 5.9312 0.3266 0.2211 -0.3367 -0.017
Si 5.1757 9.586 0.2306 0.2888 -0.1444 0.249
Si 4.6233 13.4716 0.2523 -0.0501 0.1596 -0.1157
Si 8.4693 2.0375 0.4405 0.1344 -0.0084 0.0303
Si 8.467 5.773 0.6195 0.0525 0.0537 0.0267
Si 9.4902 9.7427 0.8789 -0.1291 0.0473 -0.0102
Si 8.4557 13.6623 0.5603 0.2827 -0.0656 0.2747
Si 0.6321 4.0728 2.0162 -0.0767 -0.1661 0.1686
Si 0.6829 7.8678 1.9421 0.1083 -0.1975 0.1241
Si 0.8342 11.9589 1.7299 -0.1061 -0.1283 -0.0497
Si 0.6489 15.7853 1.9867 0.0304 0.1366 0.0858
Si 4.6596 3.9477 1.7067 0.0818 0.0584 -0.0745
Si 4.5845 7.8264 1.7187 0.0295 -0.0244 0.1612
Si 4.8252 11.5567 1.5988 0.1394 -0.035 0.178
Si 4.4629 15.4589 1.7159 0.0536 0.109 0.0466
Si 8.3868 3.8818 1.9352 0.0654 0.0278 0.1278
Si 8.6709 7.7844 1.9811 0.0842 -0.2567 0.0604
Si 8.6958 11.7008 1.9053 0.0122 0.1341 0.018
Si 8.5388 15.6122 1.9083 -0.0152 -0.0883 0.0173
Si -1.328 4.0204 3.3859 0.0591 -0.0809 -0.2263
Si -1.0809 7.7803 3.531 -0.0999 0.0789 0.0852
Si -1.0359 11.8373 3.3169 -0.0444 -0.0055 0.0712
Si -1.1957 15.683 3.4547 -0.1234 -0.0997 -0.0875
Si 2.7346 3.9162 3.0884 -0.1851 0.0247 -0.1486
Si 2.6721 7.8924 3.1899 -0.1462 0.0642 0.1347
Si 2.8681 11.731 2.991 -0.1847 0.0313 -0.0024
Si 2.6336 15.5861 3.2906 0.1389 -0.2368 -0.0622
Si 6.4659 3.9162 3.2082 0.0636 0.1278 -0.0146
Si 6.5691 7.7616 3.0891 0.2991 0.282 -0.0137
Si 6.6733 11.6269 3.11 0.0831 -0.1039 0.1081
Si 6.4822 15.5326 3.0802 -0.0073 0.0376 -0.1375
Si -1.2847 2.1642 4.819 0.0464 0.1979 0.131
Si -1.2319 5.8542 4.8966 -0.0405 -0.0127 -0.0184
Si -1.0514 9.8753 4.8083 -0.0338 -0.0039 -0.1258
Si -1.0904 13.6894 4.7688 0.0677 -0.018 -0.0362
Si 2.7088 2.0937 4.6131 -0.0307 0.1801 0.1369
Si 2.5838 5.8225 4.403 0.1717 0.0847 0.0006
Si 2.6915 9.9449 4.5141 0.0806 -0.1538 -0.0488
Si 2.7918 13.5506 4.5906 0.0074 0.1306 -0.1323
Si 6.5186 1.976 4.479 -0.237 0.0094 0.0171
Si 6.5128 5.8632 4.5203 -0.1027 -0.1674 -0.0297
Si 6.7147 9.6622 4.4889 -0.3529 -0.2212 -0.1512
Si 6.6331 13.5872 4.4339 0.051 -0.1443 0.0232
Si 0.7612 2.8032 5.8824 0.0716 -0.1712 -0.0357
Si 0.8307 5.3039 5.9524 0.1357 0.1616 0.2002
Si 0.898 10.6191 6.0466 0.0278 0.2382 -0.2967
Si 0.8853 13.1551 5.9898 0.1117 -0.3057 -0.2872
Si 4.7181 1.9404 5.9507 0.3251 -0.2628 -0.2074
Si 4.4792 5.6316 5.7148 -0.0552 0.3033 -0.032
Si 4.7084 9.6468 5.7158 0.1406 0.0542 -0.1851
Si 4.7981 13.5146 5.9252 0.0648 0.0093 0.222
Si 8.2477 2.118 6.0815 -0.0626 -0.0714 0.077
Si 8.2944 5.8876 6.0881 -0.2357 0.1181 -0.2516
Si 8.5131 9.7379 6.1099 0.0337 0.0325 -0.2583
Si 8.4649 13.6459 5.9806 -0.1037 -0.0785 -0.2234
Si 1.1389 1.5794 7.8254 0.2561 -0.2375 -0.2581
Si 2.1164 7.318 8.065 0.2014 0.1059 0.0949
Si 1.6367 9.6391 8.0921 -0.105 -0.1513 0.7388
Si 2.4341 14.2898 9.5882 0.2452 -0.403 0.0271
Si 4.6155 3.8675 7.2896 -0.2885 0.1283 0.1144
Si 4.2244 7.5816 6.921 0.1995 0.1056 -0.1322
Si 4.8615 10.0897 8.7278 0.0732 0.4249 0.432
Si 5.3828 15.45 7.2054 -0.3239 0.0061 -0.1576
Si 11.3497 1.7061 9.6722 0.6306 -0.0311 0.277
Si 8.046 7.7987 7.4483 0.256 -0.1971 0.2598
Si 7.9478 11.7207 7.2567 0.0525 0.0332 0.3393
Si 7.8053 15.5514 7.2122 0.0955 0.0774 0.2364
Si 3.2064 2.4864 8.6698 -0.2405 0.1056 0.2944
Si -0.5017 5.9509 11.5664 -0.0358 -0.3187 0.4817
Si 1.7518 10.1904 11.0572 0.1318 -0.0089 0.5159
Si 4.1567 15.7954 9.1843 0.7839 0.2696 -0.0792
Si 5.9398 5.0971 8.9113 -0.1464 -0.5301 0.4232
Si 5.91 7.6534 8.5307 -0.1585 0.2406 -0.4825
Si 5.5866 11.4979 7.0055 -0.0544 -0.1409 -0.3616
Si 0.8497 14.5447 7.929 -0.6258 0.2407 0.0496
Si 7.9701 4.063 7.5671 0.3378 0.4242 0.2497
Si 9.1832 8.1085 10.2451 -0.0302 0.0263 0.3153
Si 8.874 11.2447 10.3236 -0.1604 0.0997 0.1972
Si 9.9607 15.3612 9.4558 -0.346 -0.5318 0.1895
Si 5.0781 5.1375 19.3166 -0.0066 0.2224 -0.5133
Si 4.4259 2.2129 15.9908 -0.0582 0.3001 -0.0333
Si 9.66 -0.3602 15.1874 0.0629 0.0485 -0.0503
Si 8.5185 15.1558 12.1294 -0.0924 0.0933 0.4573
Si 4.1189 3.7547 11.1726 -0.3449 0.0513 0.1738
Si 4.6251 0.9259 11.9752 0.1843 -0.0612 0.32
Si 2.0978 5.0027 18.2806 -0.1486 0.1526 -0.4974
Si 7.121 -1.3573 16.5589 0.2309 -0.1234 -0.466
Si 10.7247 7.396 16.1713 0.0114 -0.0623 -0.1803
Si 8.4655 2.7386 12.044 0.017 -0.0478 0.4225
Si 13.3002 15.465 11.5104 -0.3643 0.0201 0.7453
Si -1.5293 3.6242 9.7395 -0.2503 0.5662 0.5417
Si 4.7032 6.9396 13.2978 0.0599 0.1463 0.3606
Si 4.1888 11.6973 10.2804 0.2879 -0.4357 0.8369
Si 2.1768 0.4539 17.4137 -0.2284 -0.0163 -0.4712
Si 5.933 0.9937 14.7799 0.4346 -0.1225 -0.1611
Si 9.7199 9.0561 14.1027 0.163 0.1202 0.164
Si 0.4064 13.7515 13.9395 -0.114 -0.1389 0.2605
Si 2.6821 13.0878 15.9175 0.0602 -0.248 -0.3085
Si 9.1494 3.0609 18.8322 0.1771 0.0322 -0.264
Si -0.681 11.4444 12.3622 -0.0216 -0.0932 0.4548
Si 12.4238 4.7509 15.6224 -0.162 0.1551 -0.1391
Si -0.4425 0.8662 22.3616 0.2757 0.3081 0.0405
Si 3.3359 4.5555 14.0738 -0.0363 0.3545 0.2672
Si 8.1036 8.7588 16.3381 0.1638 -0.1688 -0.3862
Si 1.3597 7.9941 18.1455 -0.0967 -0.0013 -0.4383
Si 7.6551 3.5334 14.577 0.1385 0.1022 0.1336
Si 5.7364 9.2077 14.5813 -0.1386 0.0125 0.1668
Si 10.879 16.7465 17.1776 -0.2421 0.0182 -0.3956
Si 6.6534 12.584 12.0149 -0.0563 -0.0311 0.3269
Si 2.2623 7.1835 11.2591 -0.1286 0.1046 0.3829
Si 7.3468 8.0579 12.5865 -0.0458 -0.008 0.4829
Si 10.3802 3.9163 13.8304 0.0735 0.0787 0.1793
Si 5.561 12.193 15.0413 -0.0054 -0.2142 -0.0251
Si 2.2965 10.6821 17.9833 -0.098 -0.0702 -0.5693
Si 6.5885 3.9698 17.1886 0.1375 0.0996 -0.4273
Si 7.6391 9.3368 19.3382 0.1081 -0.1075 -0.1903
Si 1.6929 15.7735 20.6118 -0.2322 0.299 -0.4703
O 4.6064 8.735 -2.9231 0.1197 0.3152 0.3046
O 2.996 10.5943 -2.0137 0.1446 0.1416 0.128
O 0.9186 9.3952 -0.8045 -0.0687 0.1675 0.316
O 6.7332 9.0079 -0.1757 -0.3981 0.2739 -0.1033
O -1.1649 12.4734 -1.6653 0.0227 0.0325 0.0449
O 1.1487 6.1549 7.3917 -0.1011 -0.3725 -0.2462
O 2.4845 6.9552 9.6553 -0.0437 -0.0847 -0.3639
O 1.0661 10.2122 9.5632 -0.0351 0.0358 -0.5338
O 3.2512 9.9656 8.2633 0.171 -0.1238 -0.251
O -0.7205 14.2814 8.5779 0.2958 0.1765 -0.0782
O -2.0761 4.0232 8.2577 -0.0157 -0.1606 -0.1955
O 10.3369 7.3325 11.1162 -0.1215 0.1798 -0.258
O 9.134 7.5127 8.7335 -0.1924 0.0757 -0.2577
O 10.1796 10.1352 13.0024 0.0453 0.1619 -0.234
O 8.4634 11.8574 8.8703 -0.1524 -0.0445 -0.4615
O 8.4831 15.5154 8.747 -0.0495 0.0442 -0.1831
O 6.5812 -0.0826 -1.4828 0.1525 0.2188 0.0524
O -1.1057 2.2236 -2.3509 -0.0853 0.2629 0.2182
O 10.9809 8.2639 14.7893 -0.0986 -0.0154 0.0262
O 8.8149 8.5904 -1.9877 -0.2188 -0.0644 -0.1856
O 6.242 12.3967 13.58 0.0499 0.0574 -0.1526
O 7.8328 11.0225 -1.5723 -0.161 0.2375 -0.1276
O 0.3653 14.772 20.4361 0.0925 0.0027 0.2099
O 1.9981 5.3134 14.6391 0.0888 -0.1403 -0.0451
O 1.9194 8.5955 -3.2359 0.014 0.1922 0.2441
O 2.0202 6.5592 17.8045 0.049 -0.0774 0.1626
O 2.3568 -1.0877 16.8707 0.0059 0.1646 0.2924
O 10.4648 2.6673 17.9306 -0.0688 -0.0173 0.2395
O 6.099 4.2815 -1.7749 0.0429 0.0616 0.0391
O 7.2378 6.5248 -2.2508 -0.1942 -0.1515 0.2952
O 7.82 9.4934 17.7342 -0.0897 0.071 0.5407
O 5.4811 11.2654 -2.6745 -0.011 0.0306 0.0632
O 7.7711 12.244 -3.8844 -0.2725 0.1073 0.5237
O 6.2702 6.8589 12.8236 -0.0156 0.0214 -0.1802
O 9.9591 2.7174 12.7878 -0.0731 -0.0957 -0.2518
O 3.12 12.7726 9.6711 -0.1927 0.323 -0.2073
O -0.6874 4.865 10.3732 0.0111 -0.0137 -0.158
O 8.6529 3.4202 10.5912 0.0741 0.0126 -0.3005
O 12.3764 16.6998 10.9306 -0.2522 0.1567 -0.001
O 4.9653 2.4992 11.7521 0.0662 -0.0706 -0.1183
O 5.2181 4.7221 10.416 0.3623 0.2119 -0.3276
O 8.747 7.9207 13.4264 -0.164 -0.0266 -0.2441
O 5.0804 15.6338 10.6005 -0.1249 -0.0438 -0.232
O -0.6603 12.6186 13.4685 -0.0194 -0.0289 -0.1917
O 7.9335 16.6743 11.8986 0.0049 -0.0145 -0.1662
O 2.9577 3.3507 10.0927 -0.0232 -0.1621 -0.1676
O 7.7254 7.9829 11.0078 0.0591 -0.0624 -0.2539
O 3.2851 10.7226 11.2549 -0.3355 0.0401 -0.0304
O 0.8603 11.1078 12.0446 0.0792 -0.0142 -0.2426
O 9.6882 14.8881 11.0248 0.1875 -0.0488 -0.3477
O 14.6271 16.127 12.2461 -0.0777 -0.0369 -0.1063
O 12.4529 16.6616 16.7962 0.1738 -0.0602 0.1639
O 1.4711 4.1703 17.0081 0.1889 -0.0159 0.3201
O 7.3052 1.9407 14.7946 -0.2926 -0.074 0.0013
O 11.6972 3.5718 14.7321 0.0375 0.0629 -0.0193
O 2.3308 5.9274 -2.2116 0.0347 -0.2406 0.3682
O 11.2914 5.8879 15.9493 0.0877 -0.0985 0.0128
O -1.4486 11.9755 11.0297 -0.0327 0.0482 -0.2058
O 9.0391 15.1108 13.6827 -0.019 -0.0295 -0.2264
O 2.1672 0.5831 19.049 0.1303 -0.0761 0.4107
O 11.1757 -0.9548 15.1142 0.012 0.0449 -0.0309
O 3.2469 4.2497 12.4761 0.1248 -0.0369 -0.2478
O 5.2829 12.5354 11.1538 -0.1978 0.1609 -0.1827
O 7.6317 11.42 11.3913 0.0995 -0.0291 -0.1978
O 3.6716 4.742 18.5619 0.2797 0.0059 0.2171
O 5.4593 0.4706 13.2977 -0.1008 0.0509 -0.1573
O 8.8842 9.7969 15.3144 -0.0767 -0.0945 0.0611
O 3.6746 6.9522 12.0397 -0.0961 -0.0612 -0.3459
O 7.8996 3.2117 17.7903 -0.037 -0.0255 0.2465
O 7.4803 3.717 12.9453 0.0414 -0.154 -0.109
O 9.3873 9.7138 10.1316 0.0929 -0.1311 -0.1225
O 8.7181 -1.2156 16.2235 -0.2096 -0.029 0.1107
O 6.6491 12.5855 16.1968 -0.0162 0.0777 0.1263
O 2.3364 9.1345 17.4852 0.0024 0.0464 0.2373
O 1.2654 4.6232 19.6254 -0.0747 0.1923 0.3935
O 4.4491 8.2819 14.2054 0.0767 -0.096 -0.132
O 1.0835 6.2003 11.7971 0.0786 0.0215 -0.1925
O 9.1755 4.0066 14.9255 -0.1255 -0.0826 -0.166
O 2.4168 11.7029 16.7249 -0.045 -0.0366 0.2659
O 12.4574 14.6975 12.7028 0.1636 0.2044 -0.3986
O 5.3417 2.9286 17.1551 -0.1882 -0.0981 0.0996
O 3.622 3.2521 14.9987 0.142 -0.2276 0.0821
O 6.2141 5.2573 18.1178 -0.1448 0.0153 0.2147
O 3.4154 1.2901 16.8336 0.0996 -0.0277 0.1063
O 1.7172 13.0894 14.6138 0.0706 0.0766 0.0218
O 4.2023 13.0566 15.3094 -0.0688 0.1002 0.0918
O 0.1062 13.2357 -3.8072 0.0846 -0.2755 0.4078
O 6.6603 8.3835 15.6615 0.0788 0.0365 0.1048
O -1.6438 6.1356 -2.1051 0.1447 -0.1947 0.0596
O 6.6016 9.4111 13.1815 0.069 -0.0957 -0.211
O 7.3725 14.0344 11.8957 0.0582 0.0859 -0.0851
O 0.8423 16.9881 21.3867 -0.1002 -0.3154 0.3447
O -1.6365 15.1091 -2.0228 -0.0063 -0.1329 0.3006
O 6.3343 -0.3738 15.5464 -0.1218 0.1329 0.043
O 4.5294 5.6417 14.2503 -0.0589 -0.1273 -0.0807
O 11.4923 8.0755 17.4289 0.1305 0.0611 0.2687
O 1.7401 8.6721 11.6127 -0.0534 -0.0197 -0.1555
O 0.4281 10.7208 -3.0446 0.0765 0.0497 0.1877
O 6.7859 4.4283 15.6193 -0.0627 -0.0047 0.1679
O 5.2101 10.6063 15.1905 0.0575 0.1071 0.0155
O 9.9054 16.5851 15.8599 0.1348 -0.074 0.1881
O -1.065 5.316 12.9814 0.0356 0.0866 -0.3532
O 9.1031 7.4446 16.4869 -0.0686 0.0516 0.0686

Results
free energy: -143770.172 eV
free energy less fixed offsets of O -569.03, Si -635.61 eV per atom: 11.658 eV
pressure: -0.06 GPa
stress xx, yy, zz, yz, xz, xy (GPa, positive in tension): -0.07, -0.17, 0.42, -0.19, 0.09, -0.06

The program warned: the cutoff lies below the one the program advises for these potential files.
